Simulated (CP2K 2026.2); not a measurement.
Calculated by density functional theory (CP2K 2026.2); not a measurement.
Periodic cell of 519 atoms, Si360O159, from a study of silicon, its oxide and their interface. The atomic structure is a simulated model.
Doubt: the forces sum to 1.24 eV/angstrom along one axis rather than to zero, so they err by at least 0.0024 eV/angstrom per atom on average; the grid cutoff is modest.

Settings
functional: PBE
method: Gaussian and plane waves
basis set: DZVP-MOLOPT-SR-GTH
pseudopotentials: GTH-PBE
grid cutoff: 300 Ry, relative cutoff 40 Ry
k points: Gamma only
occupations: fixed
spin: none
net charge: 0

Cell vectors (angstrom)
a 16.32 0 0
b 0 16.32 0
c -0.6849 -5.085 34.2259

Atoms and the computed forces on them: element, x, y, z (angstrom), force x, y, z (eV/angstrom)
Si -1.131 -1.554 1.557 -0.146 0.036 0.721
Si 1.536 1.106 1.509 -0.005 0.102 0.713
Si -1.635 4.457 1.466 -0.257 0.17 0.513
Si 0.982 7.261 1.516 -0.174 0.139 0.574
Si -0.748 -7.392 1.394 -0.026 0.022 -0.015
Si 1.065 -3.761 1.526 0.057 -0.186 0.757
Si 3.596 -1.243 1.357 0.277 -0.035 0.686
Si 6.85 1.292 1.328 -0.013 -0.034 0.046
Si 4.178 4.184 1.255 0.18 -0.456 0.326
Si 6.36 7.18 1.544 -0.22 0.283 0.484
Si 4.613 8.984 1.446 0.204 -0.24 0.684
Si -9.286 -4.301 1.42 -0.131 0.132 0.704
Si -6.679 -1.482 1.49 -0.34 0.367 0.075
Si -4.416 1.584 1.249 0.223 -0.053 0.687
Si -6.552 3.898 1.278 -0.183 0.088 0.634
Si -3.376 6.209 1.505 0.068 -0.061 0.049
Si -7.072 -6.454 1.564 -0.017 -0.121 0.72
Si -4.575 -3.791 1.394 0.279 -0.022 0.709
Si 0.04 -0.042 2.896 -0.003 -0.009 -0.042
Si 2.769 2.783 2.615 -0.037 -0.011 -0.03
Si 0.007 5.508 2.773 -0.008 0.019 -0.03
Si 2.779 8.171 2.741 0.016 0.018 -0.031
Si 0.018 -5.527 2.651 -0.03 0.028 -0.029
Si 2.604 -2.676 2.915 -0.003 0.012 -0.045
Si 5.356 -0.06 2.555 -0.035 -0.016 -0.015
Si -8.131 2.722 2.65 0.035 0.009 -0.009
Si 5.393 5.464 2.815 0.037 0.014 -0.037
Si -8.214 8.197 2.745 -0.031 -0.007 -0.02
Si 5.47 10.808 2.706 -0.036 0.009 -0.076
Si -8.18 -2.728 2.787 -0.007 -0.036 -0.015
Si -5.459 0.062 2.737 0.023 0.04 -0.005
Si -2.764 2.715 2.605 -0.024 0.003 -0.055
Si -5.31 5.391 2.627 -0.043 -0.006 -0.054
Si -2.536 8.056 2.705 -0.015 0.038 -0.01
Si -5.516 -5.342 2.871 0.008 -0.027 -0.032
Si -2.812 -2.759 2.653 -0.003 -0.006 -0.045
Si -1.403 1.389 4.039 -0.001 0.007 0.016
Si 1.382 4.079 4.03 0.01 -0.022 0.006
Si -1.299 6.8 4.232 -0.012 0.028 -0.018
Si 1.448 9.584 4.095 -0.024 -0.032 -0.025
Si -1.428 -4.166 3.997 0.037 0.041 -0.005
Si 1.335 -1.345 4.313 -0.013 0.003 0.039
Si 4.104 1.379 3.994 0.02 -0.054 -0.003
Si 6.845 4.086 4.038 0.011 -0.028 0.022
Si 4.008 6.768 4.172 0.005 0.005 0.005
Si 6.804 9.534 4.179 -0.01 0.009 0.016
Si 4.084 12.211 4.049 0.017 -0.01 0.01
Si -9.605 -1.349 4.024 -0.018 0.031 0.017
Si -6.841 1.375 4.095 -0.003 0.036 0.004
Si -4.078 4.024 4.089 0.029 0.015 0.001
Si -6.74 6.789 3.95 0.004 0.006 0.008
Si -4.022 -6.832 3.965 -0.009 0.016 0.016
Si -6.841 -4.017 4.24 -0.031 -0.004 0.027
Si -4.061 -1.32 4.058 -0.003 0.006 0.021
Si -2.717 0.019 5.436 -0.005 -0.027 -0.003
Si -0.012 2.739 5.391 0.002 0.014 0.002
Si -2.723 5.406 5.468 -0.016 -0.023 -0.022
Si 0.084 8.201 5.481 0.014 0.008 -0.012
Si -2.731 -5.484 5.418 -0.002 0.002 0.001
Si -0.083 -2.797 5.457 0 0.003 -0.012
Si 2.764 0.07 5.482 -0.018 0.016 -0.004
Si 5.47 2.713 5.396 -0.005 -0.014 -0.047
Si 2.677 5.402 5.494 -0.008 -0.012 0.009
Si 5.415 8.148 5.479 0.025 0.036 -0.021
Si 2.752 10.91 5.485 0.017 0.018 0.014
Si 5.427 -2.732 5.419 -0.024 -0.008 0.016
Si -8.217 -0.004 5.411 0.016 -0.004 -0.035
Si -5.45 2.702 5.456 -0.004 -0.021 0.021
Si -8.1 5.45 5.373 -0.011 0.014 0.015
Si -5.41 8.153 5.349 0.014 -0.013 0.019
Si -8.175 -5.428 5.54 -0.003 -0.01 0.007
Si -5.424 -2.644 5.479 -0.004 -0.003 -0.02
Si -1.388 -1.374 6.8 0.01 0 -0.001
Si 1.35 1.4 6.795 -0.014 -0.017 0.005
Si -1.349 4.068 6.81 0.007 -0.009 0
Si 1.369 6.798 6.852 -0.006 0.018 0.01
Si -1.341 9.527 6.803 0 -0.014 0.013
Si 1.341 12.235 6.82 -0.007 -0.002 0.001
Si 4.093 -1.351 6.801 0.017 0.001 -0.007
Si 6.793 1.364 6.797 -0.013 0.002 -0.007
Si 4.095 4.054 6.787 0 -0.003 -0.013
Si -9.489 6.783 6.768 0.014 0.009 -0.01
Si 4.081 9.523 6.84 0.002 -0.019 0.017
Si -9.546 12.264 6.841 -0.022 -0.003 0.009
Si -6.826 -1.32 6.807 -0.004 0.005 0
Si -4.087 1.35 6.808 0.003 0.014 0.01
Si -6.794 4.091 6.788 0.004 0.016 0.008
Si -4.091 6.797 6.775 -0.003 0.036 -0.004
Si -6.762 -6.823 6.781 -0.004 -0.023 -0.008
Si -4.076 -4.081 6.78 0.02 -0.003 -0.008
Si -0.002 -0.002 8.138 -0.003 -0.007 -0.003
Si 2.718 2.733 8.167 -0.003 0.005 -0.003
Si -0.015 5.442 8.18 -0.008 0.008 0.005
Si 2.731 8.158 8.198 0.011 -0.002 0.007
Si -0.002 10.876 8.186 0.014 0.003 0.002
Si 2.707 -2.702 8.156 -0.014 0.003 -0.009
Si 5.449 -0.001 8.168 -0.006 -0.021 -0.007
Si -8.159 2.73 8.147 0.015 -0.004 0.001
Si -10.86 5.43 8.137 0.008 -0.005 -0.012
Si -8.141 8.147 8.141 0.003 0.004 -0.003
Si -10.89 10.89 8.193 0.001 0.004 0.007
Si -8.159 -2.702 8.171 -0.005 0.003 0.004
Si -5.457 0.017 8.174 -0.009 -0.002 0.004
Si -2.717 2.71 8.16 0 -0.005 0.009
Si -5.44 5.447 8.154 -0.011 -0.013 0
Si -2.719 8.155 8.139 0.02 -0.004 0
Si -5.427 -5.445 8.147 -0.014 0.003 0
Si -2.735 -2.725 8.169 -0.005 0.011 -0.005
Si -1.38 1.369 15.004 -0.003 0.001 0.005
Si 1.331 4.044 14.945 0.008 -0.009 -0.008
Si -1.395 6.785 14.964 0.001 -0.007 -0.012
Si 1.32 9.512 14.951 0 0.001 -0.006
Si -1.387 -4.094 14.981 -0.011 0 0.007
Si 1.344 -1.347 14.941 0.006 0 0
Si 4.078 1.376 14.935 -0.019 0.001 0.002
Si -9.517 4.08 14.949 0.008 0.001 -0.004
Si 4.076 6.774 14.906 -0.004 0.005 -0.003
Si -9.479 9.523 14.913 -0.013 0.007 -0.003
Si 4.084 -4.061 14.919 0.005 -0.009 0.001
Si 6.831 -1.334 14.916 0.002 -0.016 -0.007
Si -6.786 1.365 14.985 -0.014 0.011 -0.003
Si -4.079 4.08 15.006 0.013 0.001 -0.003
Si -6.774 6.81 14.981 0.01 -0.001 0.007
Si -4.094 9.525 14.992 -0.007 0.023 0.005
Si -6.748 -4.06 14.952 0.005 -0.015 -0.011
Si -4.087 -1.344 14.998 -0.002 0.006 0.005
Si -2.765 0.038 16.378 -0.01 0.019 0.019
Si -0.023 2.727 16.372 0.042 0.01 0.007
Si -2.733 5.45 16.381 -0.002 0.008 -0.003
Si -0.052 8.142 16.317 0.036 0.025 0.003
Si -2.762 -5.429 16.375 0.029 -0.009 -0.008
Si -0.007 -2.722 16.294 0.022 -0.001 0.005
Si 2.697 0.035 16.281 0.006 0.014 -0.003
Si 5.459 2.704 16.308 0.004 0 -0.012
Si 2.714 5.401 16.254 -0.034 0.013 -0.014
Si 5.487 8.115 16.216 0.005 -0.008 0.004
Si 2.678 10.922 16.251 -0.008 0.018 0.01
Si 5.486 -2.703 16.244 -0.012 0 -0.01
Si -8.151 -0.001 16.329 -0.022 -0.006 -0.01
Si -5.422 2.705 16.373 0.002 -0.034 0.025
Si -8.168 5.454 16.301 -0.028 -0.006 -0.016
Si -5.42 8.155 16.38 0.003 -0.013 0.013
Si -8.108 -5.432 16.268 -0.013 0.015 -0.01
Si -5.418 -2.713 16.378 -0.023 -0.031 -0.01
Si -1.372 -1.366 17.633 0.044 0.001 -0.029
Si 1.385 1.387 17.711 0.009 -0.022 -0.006
Si -1.399 4.077 17.755 -0.002 -0.028 -0.014
Si 1.315 6.715 17.591 -0.041 -0.036 -0.01
Si -1.41 -6.82 17.707 -0.021 -0.022 -0.008
Si 1.327 -4.07 17.687 0.026 -0.032 0.019
Si 4.07 -1.369 17.549 -0.006 -0.02 -0.045
Si -9.559 1.299 17.693 0.022 0.015 0.021
Si 4.115 4.105 17.624 0.01 0.005 -0.016
Si -9.518 6.8 17.681 -0.01 0.019 -0.036
Si 4.122 9.534 17.44 0.008 -0.005 -0.022
Si -9.396 -3.994 17.587 0.006 -0.003 0.009
Si -6.767 -1.314 17.714 -0.011 0.056 -0.018
Si -4.094 1.381 17.841 0.009 0 -0.018
Si -6.843 4.07 17.644 -0.006 0.016 0.003
Si -4.057 6.813 17.789 0.008 0.03 0.012
Si -6.835 9.509 17.685 -0.038 -0.013 -0.011
Si -4.097 -4.074 17.795 -0.006 0.006 0.071
Si -0.017 -0.031 18.985 -0.006 0 0.017
Si 2.815 2.773 19.02 -0.044 -0.037 0.039
Si 0.004 5.401 19.091 0.036 0.033 0.058
Si 2.766 8.136 18.7 -0.022 0.043 -0.004
Si -0.062 -5.449 19.036 -0.027 0.015 -0.02
Si 2.759 -2.68 18.951 0.004 0.039 -0.01
Si 5.348 -0.1 19.012 -0.001 0.019 0.031
Si -8.182 2.687 18.995 0.003 0.014 -0.009
Si 5.454 5.428 19.039 0.005 -0.016 0.011
Si -8.224 8.192 19.074 -0.008 -0.002 -0.035
Si 5.509 10.905 18.726 -0.072 0.011 0.002
Si -8.105 -2.639 19.087 0.012 -0.032 0.035
Si -5.467 -0.014 19.199 0.002 0.002 0.003
Si -2.73 2.768 19.224 -0.015 0.043 0.009
Si -5.53 5.438 19.021 0.006 -0.051 0.003
Si -2.696 -8.131 19.21 -0.033 -0.037 0.02
Si -5.541 -5.472 19.097 0.028 0.004 0.038
Si -2.658 -2.667 19.095 0.017 0.015 0.044
Si -1.258 1.343 20.443 0.017 0.038 0.002
Si 1.481 4.097 20.43 -0.02 0 0.005
Si -1.157 6.906 20.53 0.057 0.052 0.009
Si 1.484 -6.848 20.087 -0.076 -0.017 -0.003
Si -1.363 -4.093 20.492 -0.025 -0.017 -0.022
Si 1.401 -1.351 20.324 0.027 0.023 -0.021
Si 4.059 1.306 20.4 0.018 0.001 -0.014
Si -9.595 3.95 20.382 0.021 0.012 0.074
Si 4.096 6.946 20.203 0.014 0.042 0.114
Si -9.593 9.687 20.294 0 0.022 0.128
Si 4.204 -4.105 20.105 0.034 -0.006 -0.031
Si 6.697 -1.407 20.445 -0.029 -0.004 0.008
Si -6.939 1.34 20.495 0.024 0.036 0.035
Si -4.299 4.086 20.504 -0.134 -0.381 -0.301
Si -6.906 6.777 20.409 -0.022 0.006 0.038
Si -4.191 -6.798 20.52 -0.017 -0.061 0.007
Si -6.8 -4.031 20.513 0.001 -0.023 -0.006
Si -4.008 -1.341 20.537 0.012 0.045 0.037
Si -2.603 0.06 21.895 -0.065 0.035 -0.807
Si 0.61 2.21 21.616 0.24 -0.135 -0.612
Si -2.351 5.783 22.172 0.307 0.342 -0.4
Si 0.811 7.773 21.522 -0.04 -0.182 -0.575
Si -3.215 -5.005 21.733 -0.029 -0.005 -0.002
Si 0.391 -2.988 21.647 0.032 -0.008 0.074
Si 2.296 0.387 21.66 -0.21 0.196 -0.484
Si 5.817 2.171 21.69 0.008 -0.028 0.037
Si 2.444 6.006 21.513 -0.262 0.043 -0.587
Si 4.865 8.817 21.436 -0.081 0.154 -0.756
Si 3.16 -5.805 21.269 0.107 -0.033 0.004
Si 5.775 -3.262 21.633 -0.056 -0.063 0.113
Si -8.796 0.436 21.645 -0.191 0.135 -0.567
Si -5.878 2.954 21.864 0.209 -0.214 -0.844
Si -8.086 5.171 21.67 -0.168 0.091 -0.725
Si -5.722 -8.117 21.848 0.237 0.009 -0.719
Si -8.734 -4.862 21.627 -0.131 0.193 -0.556
Si -4.884 -3.208 21.727 -0.002 -0.006 0.098
Si -0.512 -1.793 23.406 0.395 -0.238 -0.493
Si -8.646 0.567 24.708 -0.029 -0.047 -0.231
Si -10.709 -5.363 -5.843 0.052 0.074 -0.074
Si -0.411 4.043 23.682 -0.018 -0.065 -0.17
Si 0.348 -6.785 23.978 0.131 0.009 -0.153
Si -10.576 -1.61 25.899 -0.058 -0.032 -0.06
Si 1.864 -0.156 24.579 0.106 -0.11 -0.129
Si -10.696 2.633 24.015 -0.079 -0.273 -0.686
Si 2.125 5.361 24.303 0.052 0.065 -0.081
Si -9.605 5.45 24.348 0.044 0.009 -0.204
Si 1.952 -4.445 22.697 0.017 -0.063 -0.608
Si -7.657 1.128 -2.605 -0.034 0.027 0.024
Si -5.843 -0.216 25.449 -0.079 -0.043 -0.01
Si -4.111 1.832 24.128 0.026 -0.05 -0.066
Si -8.775 5.419 27.069 -0.029 0.032 0.007
Si 1.766 -6.739 26.573 0.007 -0.026 -0.084
Si -7.7 -6.591 23.758 -0.053 0.144 -0.135
Si 3.12 -0.997 27.259 -0.043 0.1 -0.093
Si 4.582 -3.353 23.715 0.304 -0.089 -0.613
Si -5.288 2.666 -3.36 -0.066 -0.002 0.02
Si -5.977 3.923 -6.028 0.058 0.001 -0.026
Si -0.365 7.004 -5.883 0.176 0.035 0.082
Si 5.686 2.86 -0.029 -0.083 -0.043 0.785
Si 2.142 6.647 27.155 -0.053 -0.022 -0.038
Si 4.356 -6.102 -1.448 -0.062 -0.087 0.168
Si 3.263 2.299 -4.535 0.015 0.046 0
Si -3.913 7.501 24.138 0.079 -0.022 -0.142
Si -5.316 -0.271 -3.612 -0.077 0.083 0.024
Si 0.565 -4.615 -5.07 -0.152 -0.02 0.002
Si 1.343 -0.098 -5.142 0.002 0.07 -0.025
Si -2.327 -3.398 25.279 -0.134 0.033 -0.146
Si -1.601 -6.981 -0.775 0.373 -0.244 0.642
Si -6.152 -7.79 -1.04 -0.033 0.056 0.129
Si -5.075 -2.7 23.998 0.202 -0.151 -0.666
Si -2.649 -6.018 23.803 -0.191 0.314 -0.566
Si -4.032 5.946 26.882 0.029 0.048 -0.001
Si -2.243 3.588 25.977 -0.149 -0.048 -0.07
Si -5.515 -6.9 -5.932 -0.003 -0.003 -0.032
Si 2.919 8.022 -3.071 0.002 -0.062 0.079
Si -0.383 2.553 -0.631 0.058 0.181 0.206
Si -2.457 0.271 -0.717 -0.104 -0.06 0.159
Si -10.873 1.337 -2.658 0.06 0.082 -0.004
Si -3.198 -1.923 -2.561 0.04 -0.058 -0.044
Si -0.067 -7.392 -3.565 0.019 0.108 -0.049
Si -6.312 -4.926 25.826 -0.022 0.022 -0.006
Si -3.594 -0.484 -6.14 0.03 -0.057 0.04
Si 1.234 3.892 -2.745 0.046 -0.063 -0.012
Si 2.959 -3.389 -0.759 0.029 0.003 0.225
Si -2.24 -3.109 -5.408 0.042 0.014 0.012
Si 2.524 6.001 -0.816 -0.024 0.155 0.079
Si -10.331 -8.055 24.338 0.032 0.124 -0.185
Si 2.923 2.516 25.474 0.092 -0.079 -0.029
Si 2.179 -2.461 -3.521 0.008 0.043 0.041
Si -3.7 5.133 -2.948 -0.06 -0.022 0.041
Si -8.624 -3.38 27.399 0.078 0.049 -0.049
Si -5.834 6.662 -4.728 0.017 -0.058 -0.002
Si -1.302 1.527 -5.858 0.001 -0.053 -0.064
Si -9.488 -2.726 -1.188 -0.001 0.085 0.141
Si -8.112 -0.203 0.067 0.208 -0.085 0.765
Si -8.667 5.251 -0.632 -0.005 0.021 0.209
Si -9.565 -0.535 -5.894 -0.019 0.018 -0.043
Si -1.071 4.436 -4.599 0.045 -0.003 -0.005
Si 5.07 -1.496 -3.349 -0.023 0.044 0.02
Si -3.694 7.016 -0.616 0.159 -0.141 0.588
Si -5.085 -5.655 -3.087 -0.054 -0.025 0.04
Si -7.659 -4.205 -3.106 -0.204 -0.101 -0.018
Si -8.623 -3.267 -5.833 -0.047 -0.091 -0.045
Si -3.152 -4.531 -1.158 -0.116 -0.029 0.074
Si 4.542 -5.761 25.74 -0.003 0.065 -0.131
Si -8.181 7.309 -2.703 -0.023 -0.103 0.038
Si -9.7 -6.533 -3.227 0.098 0.024 -0.001
Si 2.869 6.95 -5.968 -0.094 -0.012 0.002
Si -1.363 1.347 9.516 -0.006 -0.004 -0.007
Si 1.358 4.089 9.528 0.011 0.008 -0.002
Si -1.38 6.8 9.527 0 -0.01 0
Si 1.353 9.513 9.545 -0.019 -0.009 -0.003
Si -1.36 -4.071 9.53 0.012 0.001 0
Si 1.35 -1.35 9.518 0.016 0.007 0.007
Si 4.072 1.356 9.515 -0.01 -0.014 0.002
Si -9.516 4.079 9.514 -0.012 0.001 0.001
Si 4.106 6.79 9.521 0.002 0.013 -0.005
Si -9.503 9.515 9.511 0.007 0.01 -0.004
Si 4.06 -4.067 9.532 0.004 -0.004 -0.011
Si -9.511 -1.347 9.535 0.008 0.014 0.002
Si -6.801 1.385 9.527 0.009 -0.006 0.001
Si -4.078 4.082 9.513 0.011 0.002 -0.001
Si -6.796 6.797 9.52 -0.013 0.001 0
Si -4.067 -6.799 9.509 0.011 0.006 -0.011
Si -6.794 -4.083 9.507 -0.003 0.008 0
Si -4.096 -1.36 9.52 -0.017 -0.023 0
Si -2.732 0 10.883 0.005 -0.011 -0.001
Si -0.009 2.718 10.875 0.012 -0.006 -0.004
Si -2.732 5.439 10.888 0.004 0.018 -0.005
Si -0.017 8.153 10.89 0 -0.001 0.001
Si -2.72 -5.437 10.879 0.004 0.007 -0.001
Si -0.007 -2.708 10.888 -0.003 0.001 0.006
Si 2.71 0.005 10.876 -0.007 -0.002 -0.001
Si -10.88 2.718 10.866 0.004 0.002 -0.009
Si 2.721 5.447 10.878 -0.001 -0.004 -0.004
Si -10.861 8.156 10.88 -0.002 -0.015 -0.006
Si 2.706 -5.432 10.894 -0.007 0.002 -0.007
Si -10.879 -2.713 10.88 -0.001 0.005 0.003
Si -8.152 0.016 10.886 -0.003 -0.006 0.002
Si -5.431 2.729 10.889 -0.012 0.008 -0.001
Si -8.151 5.435 10.878 0.006 0.005 0.008
Si -5.428 8.159 10.868 -0.003 0.004 -0.001
Si -8.15 -5.44 10.87 0.001 -0.008 0.002
Si -5.44 -2.724 10.879 0.006 0.002 0.003
Si -1.377 -1.356 12.25 0.003 0.003 0.003
Si 1.339 1.352 12.237 0.023 0.002 -0.001
Si -1.371 4.074 12.241 0.003 0.002 -0.004
Si 1.348 6.794 12.243 0 0.009 0.002
Si -1.381 9.514 12.245 0.009 0.003 -0.004
Si 1.344 -4.073 12.254 -0.002 -0.004 0.006
Si 4.083 -1.344 12.227 -0.011 0.003 -0.003
Si -9.509 1.38 12.238 -0.009 -0.005 0.005
Si -12.249 4.07 12.219 -0.004 0.004 -0.004
Si -9.5 6.796 12.241 0.001 0 0.008
Si -12.241 9.516 12.229 0.003 0.005 -0.008
Si -9.511 -4.078 12.231 0.01 -0.002 0.002
Si -6.789 -1.353 12.233 -0.006 -0.006 0
Si -4.079 1.364 12.258 0.001 0.002 -0.002
Si -6.788 4.087 12.249 -0.001 -0.002 0.003
Si -4.089 6.799 12.25 -0.001 0 0.003
Si -6.775 9.529 12.224 -0.003 0.002 -0.005
Si -4.069 -4.071 12.243 -0.008 -0.014 0
Si -0.033 0.013 13.611 -0.002 -0.011 -0.005
Si 2.705 2.713 13.577 -0.012 -0.005 0.002
Si -0.017 5.432 13.604 0.013 0.002 0.005
Si 2.706 8.164 13.591 -0.001 0.008 -0.005
Si -0.033 10.878 13.601 -0.008 -0.008 -0.007
Si 2.719 -2.694 13.582 0.021 0.012 -0.004
Si 5.447 0.02 13.581 0.013 0.01 0
Si -8.14 2.725 13.609 0.007 0.017 -0.009
Si -10.878 5.418 13.568 -0.014 -0.018 0.002
Si -8.116 8.159 13.582 0.017 0.015 0
Si -10.876 10.875 13.58 -0.022 -0.025 -0.001
Si -8.135 -2.72 13.587 -0.01 0.004 0.004
Si -5.442 -0.002 13.615 -0.009 -0.017 0.004
Si -2.722 2.729 13.626 0.007 0.007 0.006
Si -5.432 5.435 13.625 -0.015 0.002 0
Si -2.743 8.163 13.616 -0.001 -0.003 -0.003
Si -5.419 -5.438 13.595 0.012 0.013 -0.004
Si -2.729 -2.709 13.626 0.011 -0.008 -0.004
O -0.063 -2.679 1.021 -0.03 -0.086 -0.574
O -3.737 5.276 21.516 -0.314 0.151 0.103
O -5.945 -3.879 24.664 -0.198 -0.035 -0.365
O -1.784 -1.006 22.795 -0.324 -0.36 0.278
O -3.246 1.103 22.972 -0.199 0.326 0.265
O 0.214 2.653 23.156 -0.039 -0.399 0.595
O -5.371 2.467 23.338 -0.237 0.033 0.524
O -1.611 4.43 22.678 -0.264 -0.42 -0.269
O -1.203 -6.698 23.58 -0.033 -0.049 -0.472
O 0.922 -7.997 23.078 0.066 -0.109 0.424
O 2.55 3.879 24.733 0.164 -0.197 -0.074
O -8.851 5.801 22.965 -0.079 0.506 0.14
O -8.765 -7.74 24.111 0.409 -0.477 -0.084
O 4.755 2.037 -3.95 0.44 0.175 -0.077
O -7.2 0.654 25.4 -0.033 0.597 0.003
O -8.485 -0.003 23.201 0.336 -0.357 0.015
O -6.393 5.412 -5.579 -0.613 0.203 -0.082
O -6.989 4.098 22.23 0.098 0.115 0.526
O -6.858 -6.257 25.09 0.32 -0.618 0.518
O 5.349 -7.125 25.471 0.307 -0.293 0.352
O 2.293 -8.072 27.316 0.122 0.166 0.199
O 0.394 -0.696 24.193 0.052 0.358 0.133
O -1.65 1.63 -0.933 -0.192 0.214 -0.249
O 3.872 -4.564 -1.386 0.091 0.117 -0.161
O -9.329 2.029 24.663 0.4 0.414 0.182
O -3.882 0.727 -0.055 -0.397 -0.114 -0.486
O 0.674 1.806 0.327 0.076 0.02 -0.147
O -8.154 -5.391 0.929 -0.299 -0.081 -0.647
O 1.642 -3.851 -4.134 0.088 -0.104 0.449
O -10.465 6.735 24.814 -0.527 -0.051 0.704
O -9.39 6.455 0.179 -0.03 0.15 -0.298
O 1.909 -4.174 0.193 -0.133 -0.802 -0.398
O 2.962 -3.4 23.471 -0.047 0.542 -0.104
O 3.346 2.842 -6.052 -0.081 -0.354 -0.206
O 2.156 -2.599 -1.916 -0.567 0.132 0.134
O -0.869 -7.279 -2.179 0.141 -0.317 -0.333
O 2.441 -1.07 25.785 0.009 -0.459 -0.062
O -7.463 -4.281 26.746 0.034 0.003 0.132
O -2.653 6.718 23.473 0.42 0.149 0.141
O 5.151 -7.857 22.99 0 -0.181 0.441
O -4.661 1.175 -3.198 0.676 0.192 0.256
O -6.142 -7.033 0.367 0.053 -0.05 -0.072
O 1.202 -1.288 -4.055 -0.569 -0.04 0.338
O -4.597 0.786 25.264 0.459 -0.162 0.756
O -2.698 0.755 -5.605 -0.238 0.03 0.518
O 1.84 1.359 25.146 -0.398 0.165 0.075
O -9.956 -3.595 0.101 -0.597 -0.024 -0.223
O -4.769 -1.498 -2.694 -0.298 -0.288 0.26
O -2.994 -7.842 -0.826 0.024 -0.027 -0.03
O -8.509 6.995 27.377 0.128 0.246 -0.213
O 0.041 -5.948 -4.308 -0.145 0.061 0.1
O 0.726 6.191 27.826 -0.391 -0.195 -0.047
O 3.258 6.91 -1.935 0.497 -0.101 0.087
O -0.684 -3.613 -5.417 0.068 0.098 -0.033
O -10.141 -3.844 -5.677 -0.273 0.187 0.365
O -3.131 5.915 -1.659 0.388 -0.184 0.129
O -3.644 -2.601 24.778 0.036 0.435 0.155
O -7.91 -3.266 -4.387 0.493 0.7 0.118
O 1.435 6.896 -0.023 0.023 0.087 -0.13
O 3.806 -2.251 0.065 0.372 -0.246 -0.136
O -2.499 -0.525 -2.129 0.304 0.427 -0.185
O 2.415 0.937 -4.542 0.258 -0.115 0.104
O 2.572 -0.03 0.899 0.137 -0.022 -0.283
O -7.385 0.748 -1.048 0.292 0.317 0.087
O -1.14 2.899 -5.048 -0.091 -0.036 0.384
O -8.484 -5.276 23.211 -0.066 0.316 0.309
O -5.045 -6.11 -4.614 0.116 0.179 -0.124
O -6.929 -0.065 -3.477 -0.134 -0.283 -0.195
O 1.25 7.05 -6.073 -0.007 0.082 -0.177
O -7.045 7.238 -3.839 -0.097 0.297 -0.126
O -0.093 0.566 -5.406 -0.043 -0.293 0.278
O -1.843 -5.365 -0.732 0.461 0.448 0.179
O 2.884 2.743 27.078 0.359 0.588 0.296
O -5.534 -6.904 -2.207 0.039 -0.293 -0.106
O 3.543 5.348 0.254 0.018 0.068 0.202
O -4.263 6.876 25.577 -0.168 0.293 0.124
O -9.12 -1.224 -0.72 -0.62 -0.132 -0.313
O -5.599 -2.603 0.896 -0.124 0.239 -0.213
O 0.582 -7.126 25.537 -0.432 -0.554 0.462
O -6.758 -7.04 22.52 -0.139 0.118 -0.062
O -10.649 4.239 24.171 -0.309 0.16 0.21
O -9.415 -8.135 -3.288 -0.544 -0.162 -0.25
O -0.933 3.932 0.049 0.187 0.213 -0.382
O -0.771 7.863 -4.563 -0.508 -0.182 0.14
O -4.528 3.801 -2.489 -0.012 -0.075 0.697
O -5.828 -1.28 24.227 -0.356 0.217 -0.466
O -9.307 -6.842 27.839 0.348 -0.025 -0.4
O 2.146 6.326 25.575 -0.107 0.432 -0.125
O -8.334 -5.666 -3.347 0.151 -0.215 -0.376
O -0.905 5.479 -5.816 0.058 -0.083 -0.7
O 4.821 -0.149 -2.49 -0.23 -0.1 0.589
O -8.674 0.803 -5.699 0.02 0.158 0.591
O -4.832 -0.664 -5.107 -0.199 -0.404 -0.197
O 1.037 -5.348 23.699 0.038 0.22 0.567
O -10.263 -1.03 -4.536 0.314 -0.205 -0.169
O -0.869 3.888 25.201 0.432 -0.171 0.158
O -5.492 2.739 0.738 0.077 -0.116 -0.403
O -2.553 -4.977 25.037 -0.267 -0.232 0.336
O -10.331 5.088 27.426 -0.22 -0.511 -0.274
O 4.373 2.061 24.892 0.053 -0.305 0.286
O -8.497 5.817 -2.15 -0.004 -0.273 -0.492
O 2.717 -0.13 23.185 0.395 -0.039 0.13
O -1.69 -0.696 0.309 -0.086 0.086 -0.27
O -9.605 3.947 -0.678 0.19 -0.088 -0.311
O 4.951 -5.269 27.221 -0.196 0.307 0.171
O -8.53 5.107 25.507 0.634 -0.319 -0.128
O -6.083 -4.411 -2.905 0.109 0.576 0.043
O -3.298 2.984 24.908 -0.289 0.527 0.026
O 4.919 -4.691 24.588 0.444 -0.274 -0.046
O -5.149 7.334 23.109 -0.458 -0.278 0.047
O -5.316 4.981 27.104 -0.305 -0.324 -0.382
O 3.414 5.913 27.835 0.14 -0.059 0.148
O 3.369 5.425 -6.175 0.154 -0.054 0.138
O -4.207 -4.658 0.058 -0.136 -0.299 -0.021
O -10.388 -6.13 -1.818 0.311 -0.069 0.289
O -7.661 8.151 -1.42 -0.406 0.248 0.331
O -9.568 -0.414 25.572 -0.085 -0.12 0.152
O -2.771 4.967 26.626 0.249 0.148 0.271
O 3.709 -2.119 -3.956 0.115 -0.321 -0.189
O -7.322 3.06 -6.221 -0.244 0.335 0.384
O -3.648 -5.163 -2.559 0.08 0.146 -0.395
O -1.869 2.533 27.112 -0.363 -0.403 -0.05
O 3.034 5.864 23.062 0.529 0.092 0.276
O 2.957 -6.044 25.735 -0.28 0.203 -0.294
O -10.583 -2.605 -2.374 -0.043 -0.568 -0.127
O -4.983 -5.262 26.668 0.354 0.149 -0.382
O -5.287 7.831 -5.71 0.2 -0.159 -0.376
O 1.207 -5.726 27.675 -0.158 0.098 -0.277
O -9.73 -2.915 26.325 -0.13 -0.338 -0.349
O -9.252 1.292 -2.834 -0.067 0.218 -0.188
O -8.192 -3.469 -1.786 0.268 0.085 0.291
O -7.768 4.54 27.965 -0.269 -0.261 0.137
O 2.488 3.348 -3.586 0.376 0.174 0.288
O -6.865 2.515 -2.951 -0.184 0.455 0.335
O 4.916 -2.028 24.577 0.051 0.52 -0.346
O -4.631 6.141 -3.795 0.09 0.257 -0.112
O -2.432 4.713 -3.816 -0.17 0.089 -0.187
O -1.048 -2.89 24.455 0.48 -0.594 0.243
O 5.007 2.135 -1.322 -0.467 -0.168 -0.115
O -1.964 -3.155 26.813 -0.041 0.163 0.138
O 0.637 5.27 23.659 -0.357 0.569 -0.487
O 4.723 -1.098 27.044 0.213 0.03 0.062
O 4.119 -6.864 -0.045 -0.416 -0.079 -0.263
O -3.629 -7.23 24.261 -0.558 0.13 0.479
O -10.699 -6.129 -4.426 -0.466 -0.327 0.032
O 3.595 -6.908 -2.621 -0.075 0.216 -0.508
O -5.112 3.155 -4.902 0.502 -0.03 -0.236
O -5.777 -1.043 26.844 0.271 -0.324 0.012
O 1.767 4.808 -1.554 -0.27 -0.22 0.179
O -2.645 -2.646 -3.9 0.088 -0.287 -0.038
O -5.28 7.182 -0.922 -0.275 -0.252 0.011
O -2.902 -2.954 -1.355 0.477 0.142 0.21
O 0.243 4.724 -3.7 0.212 0.442 -0.129
O -7.269 4.754 0.06 0.295 0.246 -0.074
O 1.35 -8.016 -3.16 -0.1 -0.271 -0.052
O -3.303 -6.871 27.939 0.527 0.08 -0.587
O 3.387 7.5 -4.533 0.33 -0.111 -0.113
O 0.352 2.742 -2.05 -0.194 -0.435 -0.283
O -3.086 -4.347 -6.045 -0.103 -0.233 0.396

Results
total energy: -108232.455 eV
total energy less fixed offsets of O -438.25, Si -107.07 eV per atom: -5.505 eV
